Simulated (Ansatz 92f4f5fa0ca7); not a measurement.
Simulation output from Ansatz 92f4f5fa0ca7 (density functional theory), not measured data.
Periodic cell of 223 atoms, Si132O90B1, from a study of silicon, its oxide and their interface. The atomic structure is a simulated model.
Doubt: the cutoff is far below the 930 eV that the study's wrapper takes by default for these files, so forces and energies are approximate.

Settings: functional PBE; potential files Ansatz PAW; basis plane waves; wave-function cutoff 580 eV; density cutoff ratio 5; exchange-correlation grid ratio 1; k mesh 1 x 1 x 1, Gamma-centred; self-consistency stop 5e-08 eV per atom in the density residual; occupations fixed; spin none; net charge -1 e, with a uniform compensating background and no finite-size correction.

Cell vectors (angstrom)
a 10.938 0 0
b 0 10.938 0
c 0 0 32.1988

Atoms and the computed forces on them: element, x, y, z (angstrom), force x, y, z (eV/angstrom)
Si 10.5846 0.2246 24.8792 -0.0027 0.0051 0.0222
Si 5.7378 10.6764 24.7519 0.0021 -0.0026 0.0217
Si 2.4819 2.9149 24.6557 -0.0052 0.0015 0.021
Si 8.425 2.4651 24.8401 0.0042 -0.0018 0.0228
Si 0.2776 5.1647 24.7681 0.0024 -0.0032 0.0212
Si 5.1485 5.7481 24.7066 -0.0026 0.0043 0.0175
Si 2.9303 8.0058 24.6097 0.0021 -0.0029 0.0216
Si 7.9372 8.4332 24.7492 -0.0022 0.0028 0.021
Si 1.329 1.3818 26.0502 -0.0005 0.0033 -0.0036
Si 6.8424 1.3093 26.1325 0.0047 -0.0032 -0.0022
Si 4.0435 4.104 26.0117 -0.0003 0.0009 -0.0037
Si 9.6073 4.0601 26.0987 0.0026 -0.0021 -0.0034
Si 1.396 6.8261 26.0166 0 -0.0004 -0.0038
Si 6.7631 6.8514 26.042 0.0002 0.0007 -0.004
Si 4.1008 9.5338 26.0095 0.0007 -0.0001 -0.0051
Si 9.4651 9.567 26.1639 -0.0039 0.0021 -0.0019
Si 2.7277 -0.0084 27.3617 -0.0001 -0.0008 -0.0091
Si 8.157 -0.0208 27.5765 -0.0029 -0.0008 0.0116
Si 0.0097 2.7175 27.5062 -0.0007 0.001 0.0089
Si 5.4417 2.7399 27.3908 0.0007 -0.0023 -0.008
Si 2.7243 5.4676 27.4548 0.0003 0.0018 0.0036
Si 8.1823 5.4694 27.3713 0.0013 -0.0023 -0.0082
Si -0.0069 8.1796 27.3956 0.0005 -0.0012 -0.0074
Si 5.4356 8.1985 27.4676 -0.0026 -0.0017 0.0066
Si 4.0791 1.3587 28.7681 0 0.0011 0.0081
Si 9.5776 1.3545 28.869 -0.0034 -0.001 -0.0173
Si 1.362 4.1082 28.8429 -0.0004 -0.0091 -0.0118
Si 6.8324 4.1002 28.7666 0.0007 0.0016 0.009
Si 4.0948 6.8207 28.834 0.0011 -0.0002 -0.0073
Si 9.5514 6.8193 28.7693 -0.0001 0.0026 0.0066
Si 1.3688 9.5653 28.757 -0.0022 0.0002 0.009
Si 6.7817 9.5427 28.8833 0.0129 0.0047 -0.019
Si 0.0236 -0.0242 30.185 0.0037 -0.0019 0.0013
Si 5.4247 0.004 30.1961 -0.0027 0.0048 0.0018
Si 2.7391 2.7247 30.1776 0.0014 0.0005 0.0016
Si 8.1991 2.7494 30.1776 -0.0007 -0.0013 -0.0018
Si -0.0303 5.4693 30.1762 -0.0022 0.005 0.0002
Si 5.4802 5.4526 30.1773 0.0009 -0.0026 0.0015
Si 2.7218 8.2162 30.1653 -0.0009 0.0013 -0.0029
Si 8.2021 8.1732 30.1842 0.001 -0.0029 0.0031
Si 1.3809 1.354 31.5597 -0.0002 -0.0014 0.0018
Si 6.8217 1.3796 31.5255 -0.0006 0.003 0.0006
Si 4.112 4.0877 31.5477 0.0013 -0.0006 -0.0002
Si 9.5682 4.0984 31.5723 -0.0029 0.0015 0.0041
Si 1.3482 6.8488 31.5154 0.0013 -0.0009 -0.0007
Si 6.8462 6.8097 31.5655 0.0017 -0.001 0.0026
Si 4.0789 9.5666 31.5777 -0.0056 -0.0009 0.0047
Si 9.579 9.5504 31.539 0.0017 0.0001 -0.0012
Si 2.744 0.0155 0.7655 0.0034 0.0001 0.0015
Si 8.1994 0.0034 0.6742 0.0039 -0.0022 -0.0035
Si 0.0252 2.7325 0.7389 0.0008 -0.0031 -0.0007
Si 5.4822 2.7271 0.7299 -0.0024 -0.0001 -0.001
Si 2.726 5.4908 0.6746 0 -0.0017 -0.0034
Si 8.1963 5.4443 0.7592 0.0017 0.0008 0.0014
Si 0.0063 8.1942 0.721 -0.0042 0.0005 -0.0012
Si 5.4656 8.179 0.7333 0.0046 0.0012 -0.0009
Si 4.1147 1.4054 2.1331 -0.0077 -0.0052 -0.0045
Si 9.5643 1.3465 2.0654 0.0005 0.0003 -0.0033
Si 1.4319 4.1122 2.084 -0.0025 0.0033 -0.0052
Si 6.812 4.0906 2.1339 0.0081 -0.0011 -0.0106
Si 4.1159 6.7751 2.1 -0.0053 -0.0002 -0.0079
Si 9.5795 6.8305 2.09 0.0013 -0.0018 -0.0031
Si 1.3807 9.5507 2.0961 0.0054 -0.004 -0.0059
Si 6.8354 9.5941 2.0584 -0.0021 0.0021 -0.0021
Si 0.0128 -0.0011 3.4238 -0.0029 0.0019 -0.0006
Si 5.5012 0.0157 3.4783 -0.0113 -0.0086 -0.0145
Si 2.9311 2.9382 3.5163 0.0218 -0.0001 -0.0085
Si 8.1872 2.6796 3.4605 0.0139 0.0184 -0.0082
Si 0.0383 5.4694 3.439 -0.012 -0.0065 -0.0099
Si 5.3334 5.3101 3.5435 0.0316 0.0193 -0.0248
Si 2.7747 8.1854 3.4542 -0.0004 0.0038 -0.0097
Si 8.1834 8.2128 3.4066 0.0044 -0.0021 -0.0021
Si 1.4324 1.4794 4.6305 0.0116 0.0179 -0.0039
Si 6.8067 1.3839 4.9221 -0.0037 0.0002 0.0362
B 4.1829 4.0818 4.7356 -0.132 0.0163 0.0887
Si 9.5708 4.0824 4.7583 0.004 -0.0117 -0.0016
Si 1.4664 6.7724 4.8246 0.0029 -0.0048 0.0176
Si 6.743 6.8473 4.7072 -0.0036 -0.0002 -0.0046
Si 4.1399 9.5716 4.8389 0.0116 -0.0033 0.0084
Si 9.566 9.5446 4.809 -0.0014 -0.0033 0.0114
Si 2.7485 0.1221 6.0223 -0.0162 -0.0087 0.0138
Si 8.1883 -0.0536 6.2773 0.0037 0.0015 -0.0011
Si 0.0258 2.7088 6.0776 -0.0107 -0.0005 0.0028
Si 5.318 2.8842 6.0775 0.0175 -0.0137 0.0085
Si 2.9901 5.2914 5.9422 0.0763 -0.0208 -0.0436
Si 8.1319 5.4735 6.0007 0.0083 0.0024 0.0161
Si 0.0443 8.1472 6.1602 0.0004 0.0151 0.0058
Si 5.5002 8.2037 6.2517 -0.0079 0.0008 0.002
Si 3.8573 1.6111 7.5181 0.0027 -0.0055 -0.0401
Si 9.8472 1.1392 7.4463 0.0123 0.0093 -0.0203
Si 1.7173 3.8351 7.2437 -0.0683 0.0232 0.1188
Si 6.5826 4.3992 7.4104 0.0249 0.0009 -0.0317
Si 4.3421 6.5564 7.4787 -0.0074 0.0054 -0.0256
Si 9.3499 6.9083 7.3573 -0.0035 -0.0045 -0.021
Si 1.1578 9.9245 7.2665 0.0017 -0.0042 -0.0261
Si 7.1702 9.193 7.6568 0.0016 -0.0095 -0.0326
O 8.3369 8.0652 7.9297 -0.0012 0.0144 -0.0043
O 2.6727 2.6818 7.9485 -0.0003 0.0312 -0.001
O 9.5181 1.3487 24.2773 0.0004 -0.0015 -0.0085
O 4.0452 6.8611 24.1292 0.0015 -0.0018 -0.0051
O 0.0337 0.0151 7.9414 -0.0061 -0.0085 0.0099
O 5.5242 5.5256 8.0393 -0.0174 -0.0023 -0.0007
O 6.8511 9.5679 24.2034 0.0001 -0.0003 -0.007
O 1.3726 4.0584 24.1736 0.0008 0.0013 -0.0069
O 3.6604 7.2261 8.8654 -0.0203 0.026 0.0414
O 1.1339 4.628 8.5539 -0.0562 0.0902 0.0126
O 9.7861 6.0108 8.6916 0.0124 -0.0109 0.023
O 2.1776 9.4348 8.4663 0.0024 -0.007 0.017
O 7.4287 3.8443 8.7258 0.0097 -0.0031 0.0323
O 4.3496 0.9621 8.9815 0.0145 -0.0063 0.0354
O 6.7323 9.5263 9.215 -0.0002 0.0011 0.0454
O 9.2495 1.8679 8.8094 -0.0124 0.0044 0.0175
O 7.7179 3.1524 23.5232 -0.0118 0.0092 -0.0196
O 10.5057 5.839 23.4489 -0.0088 0.0098 -0.0179
O 5.0935 0.4259 23.4022 -0.0078 0.0098 -0.0187
O 5.8567 5.0872 23.3709 0.007 -0.0093 -0.0145
O 3.1101 2.208 23.2835 0.0112 -0.0085 -0.0174
O 2.2897 8.7184 23.2346 -0.0107 0.009 -0.0168
O 8.6149 7.7438 23.4063 0.0108 -0.0082 -0.0175
O 0.2283 10.3466 23.5909 0.0063 -0.0087 -0.0186
Si 4.3951 1.5692 22.481 -0.0011 0.0008 0.0232
Si 3.4927 7.9283 14.0168 -0.0011 -0.0009 -0.0094
Si 7.117 0.9687 14.6364 0.0011 0.0022 -0.0084
Si 0.9377 9.3563 22.5349 0.0032 -0.0043 0.0209
Si 1.1674 4.3019 11.8355 -0.0112 0.0098 -0.0204
Si 6.2709 8.9729 15.294 -0.0017 -0.0002 -0.0025
Si 0.6575 1.37 12.2916 0.001 0.0078 -0.0087
Si 8.6207 4.9546 20.5164 -0.0035 0.0047 0.013
Si 0.319 5.7743 9.3322 0.1041 -0.0804 -0.0395
Si 5.0964 3.1202 17.9164 -0.0021 -0.0014 0.0006
Si 0.8789 3.7469 16.7297 -0.0045 0.0005 -0.0023
Si 10.3927 2.8432 19.216 -0.0005 0.0016 0.0072
Si 5.2955 1.168 10.3079 -0.0063 -0.0024 -0.0276
Si 0.8847 0.1764 19.8504 0.0055 -0.005 0.0116
Si 6.6329 9.4515 10.8433 -0.0035 0.007 -0.0248
Si 9.341 9.6843 18.3105 0.0018 0.0028 0.0022
Si 9.3961 9.244 12.5424 -0.0033 0.0022 -0.0108
Si 6.5737 3.8454 22.6018 0.0006 -0.0012 0.0194
Si 2.3798 8.1091 9.3648 0.0013 -0.0316 -0.0286
Si 10.5949 7.3721 17.0706 -0.0005 0.0008 -0.0004
Si 2.5136 6.2966 16.5714 0 0.0023 -0.0053
Si 10.1793 4.4974 14.1594 0.0027 -0.0015 -0.0086
Si 6.1409 9.1934 18.4953 -0.0024 0.0034 -0.0003
Si 7.9777 2.5641 9.5503 0.0024 -0.0035 -0.0256
Si 8.8635 2.1717 12.4157 -0.0034 0.007 -0.0159
Si 5.3463 6.2472 18.05 0.0007 -0.0008 -0.001
Si 3.9262 0.5643 19.4688 -0.0031 0.0017 0.0144
Si 4.2689 3.8221 12.011 -0.0002 -0.0059 -0.0094
Si 5.5426 6.5894 12.1209 -0.0001 0.0041 -0.0066
Si 8.0135 2.5001 17.1985 0.001 -0.0003 0.0002
Si 4.3503 2.475 14.9406 0.0004 0.004 -0.0082
Si 1.5275 1.2166 15.2412 -0.0018 0.0022 -0.0077
Si 1.5873 9.4224 12.0274 0.0064 -0.0054 -0.0138
Si 8.0551 6.8524 13.8428 -0.0016 -0.0013 -0.0067
Si 10.3781 9.8355 15.4675 -0.0016 0.0015 -0.006
Si 9.8068 7.0092 22.5683 -0.0003 0.0011 0.0191
Si 8.1176 5.4861 17.4109 0.0005 -0.0015 0.006
O 6.0383 7.9473 11.282 -0.0016 -0.0061 0.0049
O 6.0293 9.2145 16.8769 -0.0001 0.0001 0.0009
O 7.6573 1.3961 13.1661 -0.0027 -0.0024 0.0069
O 0.8638 1.7591 13.8649 0.0026 -0.0023 0.0075
O 9.4414 6.2501 16.8858 0.0012 0.0011 -0.0007
O 6.7674 6.1946 13.1183 0.0044 -0.0002 0.0039
O 5.1376 4.6586 18.5841 0.0001 0.0015 -0.0002
O 9.2211 2.146 18.2632 -0.0024 -0.0003 -0.0023
O 2.3691 0.1015 19.0866 0.0001 0.0001 -0.0042
O 9.4092 10.2332 16.7493 -0.0005 -0.0004 -0.0002
O 2.7793 4.4265 11.6867 -0.0008 -0.0007 0.0027
O 5.0669 10.3282 19.0918 0.0036 -0.0035 -0.002
O 9.4109 3.2519 13.4794 0.001 0.0031 0.0034
O 0.4517 1.7667 19.9493 -0.0019 0.0015 -0.0014
O 3.141 1.3595 15.0399 -0.0005 -0.0006 0.0016
O 8.159 5.3867 19.0267 -0.0017 0.0012 -0.0086
O 3.8978 6.6007 17.3821 0.0007 -0.0003 0.001
O 4.5597 3.2801 16.3647 0.0002 0.0006 0.0015
O 9.0684 5.676 14.3103 0 0.0004 0.001
O 5.4593 2.7551 22.1427 -0.0005 -0.0008 -0.0052
O 10.6832 4.1523 15.6572 0.0043 -0.001 0.0058
O 0.3252 3.8652 18.2631 0.0024 0.0013 -0.0029
O 10.4291 10.5187 19.2045 -0.0052 -0.0016 -0.0036
O 9.6446 10.02 14.0096 0.0016 0.0008 0.0071
O 10.8969 8.1256 22.0995 0.0007 0.0011 -0.0044
O 1.1937 2.1638 16.5209 -0.0004 0.0016 0.0005
O 9.7216 3.7473 20.4017 0.0034 -0.0038 -0.0041
O 8.1449 4.0348 16.6841 -0.0013 0.0001 -0.0012
O -0.0282 9.1066 11.8911 -0.0032 0.0018 0.0024
O 6.5785 2.4098 17.9742 0.0005 0.0007 -0.0001
O 5.5482 10.6925 11.169 0.0017 -0.0068 0.0059
O 7.7511 9.6009 18.8293 0.0001 -0.0003 0.0002
O 10.0074 1.0332 12.0526 0.0008 -0.0003 0.0016
O 1.035 7.2228 9.2378 0.0028 -0.0608 0.006
O 0.6195 4.7699 13.3124 -0.0047 -0.0015 0.0008
O 5.7099 7.6299 18.9617 -0.0004 -0.0006 0.0006
O 5.2329 5.0749 11.5091 0.0011 0.0024 0.0008
O 2.7185 6.9884 15.1128 -0.0009 -0.0023 0.0054
O 0.9067 2.7308 11.4489 -0.0004 -0.0029 0.0115
O 0.8563 10.6866 15.5383 -0.0004 -0.0012 0.0022
O 2.4765 8.6585 10.8987 -0.0084 0.0017 0.0097
O 4.696 2.4186 11.2358 -0.0031 0.0119 0.0084
O 4.248 3.4914 13.6485 0.0006 -0.0035 0.0079
O 2.197 4.6887 16.4897 -0.001 -0.0003 0.0002
O 10.7035 8.2491 15.6894 -0.0001 -0.0005 0.0014
O 6.9359 10.299 14.6457 -0.0006 -0.0013 0.0012
O 2.3391 8.9442 13.4193 0.0025 -0.001 0.0048
O 8.0391 1.5313 15.8794 0.0007 0.0008 0.0024
O 4.1338 6.9801 12.8594 -0.0036 0.0034 0.0042
O 4.1775 2.014 18.7143 0.002 0.0037 -0.0036
O 7.288 4.421 21.2682 0.0072 0.0039 -0.0102
O 8.4224 2.9745 11.0732 0.0054 -0.0024 0.0195
O 1.1869 6.8769 17.3565 -0.0002 -0.0004 0.0011
O 5.6455 1.5639 14.7673 -0.0001 -0.0006 0.0022
O 8.1186 9.7484 11.5853 0.0091 -0.0018 0.0069
O 9.2106 6.2827 21.2426 -0.0042 -0.0071 -0.0098
O 8.9743 7.7099 12.8367 -0.0013 -0.0025 0.0029
O 1.6473 0.1312 11.9024 -0.0024 0.0015 0.0001
O 6.656 6.1526 17.0519 -0.0016 0.0006 -0.0006
O 7.3977 7.8071 15.0146 -0.0016 0.0023 0.0028
O 1.2037 10.2914 21.2265 0.0002 0.0096 -0.0158
O 10.0314 8.2054 18.3461 0.0001 -0.0007 -0.0007
O 3.9603 0.8591 21.0801 -0.0028 -0.0056 -0.0175
O 0.2901 5.2825 10.8796 0.0253 0.0028 -0.0683
O 6.7697 1.5015 9.7085 -0.0034 -0.0039 0.0077
O 4.7778 8.7124 14.6711 0.0029 0.0018 0.002

Results
free energy: -135250.519 eV
free energy less fixed offsets of B -154.04, O -568.88, Si -635.61 eV per atom: 3.241 eV

The program warned: the cutoff lies below the one the program advises for these potential files; the forces do not sum to zero within the program's tolerance; the exchange-correlation potential is rough where the density is thin.
